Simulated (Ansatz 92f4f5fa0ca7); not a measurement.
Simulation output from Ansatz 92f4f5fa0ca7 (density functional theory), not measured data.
Periodic cell of 223 atoms, Si133O90, from a study of silicon, its oxide and their interface. The atomic structure is a simulated model.
Doubt: the cutoff is far below the 930 eV that the study's wrapper takes by default for these files, so forces and energies are approximate.
This geometry differs little from another in the collection (a relaxation step or a small displacement).

Settings: functional PBE; potential files Ansatz PAW; basis plane waves; wave-function cutoff 580 eV; density cutoff ratio 5; exchange-correlation grid ratio 1; k mesh 1 x 1 x 1, Gamma-centred; self-consistency stop 5e-08 eV per atom in the density residual; occupations fixed; spin none; net charge 0.

Cell vectors (angstrom)
a  10.938  0  0
b  0  10.938  0
c  0  0  32.7386

Atoms: element, x, y, z (angstrom)
Si  0.1976  -0.2981  25.3857
Si  4.9095  0.3633  25.1864
Si  2.8452  2.85  25.5404
Si  8.0411  2.963  25.1339
Si  -0.5131  5.521  24.9801
Si  5.7442  5.1386  25.1469
Si  2.3635  8.3938  25.4753
Si  8.3943  7.9565  25.1843
Si  1.2548  1.5068  26.618
Si  6.8094  1.3212  26.3754
Si  4.21  4.2201  26.7337
Si  9.4408  4.1322  26.625
Si  1.2526  6.5962  26.4709
Si  6.8111  6.806  26.5027
Si  4.116  9.5629  26.5829
Si  9.4347  9.5412  26.5892
Si  2.7015  0.0425  27.9083
Si  8.1268  0.0238  27.9118
Si  -0.0882  2.8064  27.9796
Si  5.5334  2.707  27.9292
Si  2.7149  5.4934  27.9758
Si  8.144  5.5149  27.9744
Si  -0.0246  8.1538  27.8808
Si  5.4975  8.1917  27.9209
Si  4.1018  1.3673  29.3203
Si  9.5708  1.3673  29.3203
Si  1.3673  4.1018  29.3203
Si  6.8362  4.1018  29.3203
Si  4.1018  6.8362  29.3203
Si  9.5708  6.8362  29.3203
Si  1.3673  9.5708  29.3203
Si  6.8362  9.5708  29.3203
Si  0  0  30.6876
Si  5.469  0  30.6876
Si  2.7345  2.7345  30.6876
Si  8.2035  2.7345  30.6876
Si  0  5.469  30.6876
Si  5.469  5.469  30.6876
Si  2.7345  8.2035  30.6876
Si  8.2035  8.2035  30.6876
Si  1.3673  1.3673  32.0548
Si  6.8362  1.3673  32.0548
Si  4.1018  4.1018  32.0548
Si  9.5708  4.1018  32.0548
Si  1.3673  6.8362  32.0548
Si  6.8362  6.8362  32.0548
Si  4.1018  9.5708  32.0548
Si  9.5708  9.5708  32.0548
Si  2.7345  0  0.6835
Si  8.2035  0  0.6835
Si  0  2.7345  0.6835
Si  5.469  2.7345  0.6835
Si  2.7345  5.469  0.6835
Si  8.2035  5.469  0.6835
Si  0  8.2035  0.6835
Si  5.469  8.2035  0.6835
Si  4.1018  1.3673  2.0507
Si  9.5708  1.3673  2.0507
Si  1.3673  4.1018  2.0507
Si  6.8362  4.1018  2.0507
Si  4.1018  6.8362  2.0507
Si  9.5708  6.8362  2.0507
Si  1.3673  9.5708  2.0507
Si  6.8362  9.5708  2.0507
Si  0  0  3.418
Si  5.469  0  3.418
Si  2.7345  2.7345  3.418
Si  8.2035  2.7345  3.418
Si  0  5.469  3.418
Si  5.469  5.469  3.418
Si  2.7345  8.2035  3.418
Si  8.2035  8.2035  3.418
Si  1.3844  1.3332  4.7668
Si  6.858  1.355  4.8435
Si  4.1179  4.1032  4.7537
Si  9.6004  4.0577  4.8333
Si  1.3886  6.8325  4.8006
Si  6.9169  6.7997  4.746
Si  4.1509  9.5493  4.8322
Si  9.5375  9.5939  4.7279
Si  2.7105  -0.0357  6.181
Si  8.2844  -0.0165  6.215
Si  0.0776  2.6875  6.1973
Si  5.4672  2.7711  6.1468
Si  2.8149  5.4845  6.1572
Si  8.2294  5.4326  6.1836
Si  -0.0757  8.2094  6.0299
Si  5.7113  8.2575  6.1154
Si  3.8821  1.607  7.4299
Si  9.8724  1.0888  7.5803
Si  1.7106  3.8534  7.4722
Si  6.5798  4.3542  7.5298
Si  4.5379  6.6725  7.3352
Si  9.4592  6.9956  7.4903
Si  1.0073  9.7163  7.4411
Si  7.3307  9.3077  7.6846
O  9.5258  6.8737  24.6346
O  3.9174  1.6696  25.1607
O  8.3377  8.0554  8.08
O  2.8069  2.7292  8.0465
O  6.8708  4.0323  24.612
O  0.5525  13.3288  22.854
O  5.4961  5.5156  8.1095
O  0.0136  -0.0708  8.1655
O  7.192  3.6066  8.8706
O  7.1036  9.9872  9.1942
O  10.2457  6.4521  8.8444
O  1.4698  8.6088  8.5975
O  5.3941  -0.2571  11.013
O  1.1349  4.5243  8.8586
O  9.0981  1.7073  8.9113
O  4.0372  7.8443  8.3831
O  7.7202  8.6602  23.8443
O  3.1734  2.0056  22.382
O  5.0575  5.6177  23.7158
O  2.3918  3.7092  24.1855
O  6.891  1.0611  20.0731
O  -0.5139  4.7187  23.4944
O  1.3355  9.5933  25.978
O  4.7122  10.9161  23.5689
Si  12.1179  0.3045  14.2866
Si  0.4922  8.0124  20.3273
Si  4.9221  17.3235  22.2887
Si  -1.6506  12.4885  15.0966
Si  -5.8883  1.2602  16.8493
Si  5.9589  9.4838  17.8305
Si  -6.8125  0.2603  10.1446
Si  2.0192  3.0959  22.7147
Si  0.7303  -1.1741  17.8784
Si  4.1685  -1.6885  13.8625
Si  4.8399  1.4273  13.797
Si  1.3514  9.4684  22.9079
Si  -0.1929  3.5578  17.0156
Si  1.8114  -2.434  15.3117
Si  3.7085  0.4658  22.3543
Si  8.5992  6.9511  20.0792
Si  -3.28  1.5698  12.3735
Si  -1.6459  14.8228  19.8257
Si  6.3467  7.7177  12.7134
Si  13.3975  16.5626  20.8481
Si  -8.8422  12.345  16.9386
Si  -2.4693  3.0005  9.6975
Si  1.3575  4.8963  12.3188
Si  -3.8769  8.5051  22.3721
Si  10.8271  5.1772  9.6778
Si  -4.3473  2.3983  19.201
Si  6.5728  6.6792  17.6388
Si  -4.052  -0.8869  10.8087
Si  -0.8541  3.2314  22.8235
Si  6.0444  10.7037  20.5753
Si  3.5263  7.0459  11.9682
Si  2.8831  8.4135  9.3741
Si  -5.8958  4.8909  19.6466
Si  8.2142  7.1048  15.0487
Si  8.7022  9.8757  16.5753
Si  13.4735  2.0276  12.2056
Si  0.183  5.8231  14.9715
O  1.7149  3.3789  11.8326
O  3.1995  -1.0434  9.9283
O  3.432  8.7193  15.2116
O  9.5687  13.7532  16.1128
O  0.4242  5.5861  11.1686
O  3.4254  5.1548  19.6076
O  2.2473  11.7393  15.4247
O  -6.3123  0.8881  8.7293
O  12.8544  4.2802  21.5922
O  8.9153  2.5489  23.7539
O  -0.8242  -1.0841  17.3875
O  -9.8346  9.6082  14.3136
O  16.498  7.8675  22.4569
O  5.3529  14.2328  19.7815
O  -1.8758  5.4208  20.2623
O  10.6989  11.8362  14.7092
O  -0.5735  14.6657  18.6011
O  11.2017  -11.5026  23.7422
O  3.6619  2.4491  13.3158
O  -5.666  1.7372  15.3194
O  5.1521  6.7492  12.0955
O  -2.4168  8.6562  15.4924
O  5.6362  27.4892  21.0076
O  8.5627  1.9333  13.6859
O  0.1498  5.0228  16.3886
O  -1.2648  3.173  21.2384
O  7.6501  7.0936  18.7811
O  -5.2295  8.7442  13.8209
O  -15.6299  -8.9769  17.6804
O  23.4131  0.882  12.8106
O  1.3676  0.3182  17.8978
O  3.3155  8.5102  12.6737
O  -2.9941  7.4975  21.4519
O  0.5549  4.814  13.7392
O  -3.9883  9.9857  21.7144
O  -3.3883  20.6977  17.697
O  4.6061  0.3415  21.0241
O  1.2687  6.5678  20.268
O  12.4046  -2.1909  16.8649
O  -16.2865  7.9641  17.3695
O  -3.0475  11.0157  11.6961
O  2.7271  -5.1701  12.582
O  3.6064  12.6868  17.4367
O  -2.4954  11.3091  15.8351
O  5.7017  5.4336  18.2438
O  2.2242  8.433  23.8291
O  -5.8184  -0.3739  16.9484
O  1.2041  2.744  16.9447
O  -3.0132  14.2278  19.2074
O  -3.5829  17.279  16.2368
O  2.4065  10.4533  22.1721
O  -3.9426  -2.3884  11.4632
O  -4.8289  1.6997  12.8381
O  7.9708  2.6449  11.2012
O  22.9489  20.1032  19.3488
O  9.6335  6.4025  14.7668
O  7.4623  6.9327  13.5908
O  -8.0916  7.2555  10.5109
O  -1.3145  4.1137  9.8186
O  5.6616  -1.3165  19.42
O  15.1533  -0.0832  13.6628
O  0.5179  8.5839  21.8391
O  -1.0149  -3.1128  19.7846
O  12.2386  -3.9274  14.9393
O  -7.5951  6.5069  21.9007
O  3.2662  1.4153  10.8965

Results
free energy: -135736.195 eV
free energy less fixed offsets of O -568.88, Si -635.61 eV per atom: -0.865 eV

Forces (eV/angstrom), in the order of the atoms: element, x, y, z
Si  0.0627  0.0665  0.1572
Si  0.0156  -0.002  -0.3407
Si  -0.102  0.0041  -0.121
Si  -0.0707  -0.0964  -0.0511
Si  0.1223  0.0781  0.1303
Si  -0.1238  0.1458  -0.1916
Si  0.1016  0.0765  0.1449
Si  -0.1697  0.1279  -0.0337
Si  -0.0369  -0.2341  -0.2887
Si  -0.0801  0.0846  -0.1787
Si  0.1054  0.0654  -0.1288
Si  -0.0204  -0.12  -0.2876
Si  -0.199  0.033  -0.3593
Si  0.1041  -0.1054  -0.2708
Si  -0.1394  -0.1075  -0.0365
Si  0.1003  -0.0439  -0.1336
Si  -0.1155  -0.0458  0.4022
Si  0.0665  0.0331  -0.0909
Si  0.0479  0.0473  -0.0207
Si  -0.0173  -0.157  0.1627
Si  -0.015  0.0636  -0.0486
Si  -0.0366  0.0577  0.1216
Si  0.0495  -0.0289  0.2697
Si  -0.0772  0.0866  -0.0499
Si  0.0982  0.0098  -0.2809
Si  -0.466  -0.0013  -0.1285
Si  -0.0169  0.0012  0.1359
Si  0.0814  -0.1671  0.1052
Si  -0.1097  0.4296  -0.0396
Si  -0.0498  0.0968  -0.0273
Si  -0.0633  -0.1733  -0.4851
Si  -0.0708  -0.0262  -0.0633
Si  -0.0127  -0.1498  -0.0751
Si  -0.1247  -0.0575  -0.0148
Si  0.0376  -0.0229  -0.0463
Si  -0.0092  0.0194  0.041
Si  -0.0132  0.0186  0.0096
Si  -0.0646  -0.1444  -0.0424
Si  0.0773  0.1043  -0.0088
Si  0.1197  0.0054  -0.0216
Si  0.0248  0.0197  -0.0254
Si  0.0218  0.011  -0.0369
Si  -0.0626  0.06  -0.0002
Si  0.0459  -0.0508  -0.0246
Si  0.0051  0.0328  -0.0478
Si  -0.0237  0.0689  -0.0305
Si  -0.0305  -0.0063  -0.0078
Si  -0.0643  0.0302  0.0123
Si  0.0367  -0.0545  0.0236
Si  0.0031  0.0012  0.0328
Si  -0.0311  0.0331  0.015
Si  0.0038  -0.0558  0.004
Si  0.0065  -0.0125  0.0279
Si  0.0543  -0.035  0.0078
Si  0.0844  -0.0827  -0.0017
Si  -0.0569  0.0421  0.0069
Si  -0.0318  0.0868  0.0322
Si  0.03  -0.0079  -0.0153
Si  -0.0054  -0.0454  0.0189
Si  -0.0339  0.0527  0.0221
Si  0.0226  0.0356  0.0042
Si  0.0008  0.1641  -0.0149
Si  -0.018  0.0559  0.03
Si  -0.0122  -0.1066  -0.0043
Si  -0.0205  0.0559  -0.316
Si  0.0528  0.0538  0.3268
Si  0.0153  -0.0521  -0.1311
Si  0.1185  -0.1512  0.3245
Si  0.0407  -0.1373  0.2924
Si  0.1139  0.0848  -0.1941
Si  0.2695  0.0084  0.2385
Si  0.0921  -0.0585  -0.6099
Si  0.0516  -0.0048  0.0485
Si  -0.0014  -0.0384  -0.054
Si  -0.1082  -0.0126  -0.0724
Si  0.038  -0.0248  -0.0535
Si  0.0022  -0.0798  -0.0924
Si  0.1556  0.0915  -0.0154
Si  -0.0696  -0.0061  -0.0187
Si  -0.0839  -0.0847  -0.0954
Si  -0.0422  -0.0841  0.238
Si  0.0087  0.0728  0.2007
Si  -0.0355  -0.002  0.2011
Si  0.023  0.0062  0.1245
Si  0.0795  0.0853  0.1902
Si  -0.0007  0.0215  0.2613
Si  0.05  -0.0299  0.2219
Si  0.0206  -0.0616  0.2683
Si  -0.1229  -0.0225  0.2269
Si  0.0661  -0.0271  0.1334
Si  0.1579  -0.0706  0.2875
Si  -0.1123  0.125  0.27
Si  0.088  -0.1283  0.0148
Si  0.0596  -0.0661  0.1699
Si  0.0173  0.1194  0.0358
Si  -0.0732  0.0148  0.1173
O  0.0252  -0.0158  0.1539
O  0.0791  -0.1798  0.0931
O  -0.0465  0.1417  -0.279
O  -0.0102  -0.0287  -0.5459
O  0.0091  0.0291  0.3328
O  -0.1083  -0.1494  0.0656
O  0.0023  0.0242  -0.619
O  -0.0616  0.0445  -0.5614
O  0.0534  -0.0026  -0.1024
O  0.048  -0.0981  -0.391
O  -0.0583  0.0576  -0.1923
O  -0.0372  0.0673  -0.0862
O  -0.0054  0.0278  -0.0682
O  -0.0479  0.0133  -0.1245
O  0.0461  -0.0526  -0.1212
O  -0.0941  0.0702  0.0894
O  0.1006  -0.0171  0.3375
O  -0.0539  0.0466  -0.0518
O  0.0727  -0.0626  0.2928
O  0.0588  -0.0348  0.3428
O  0.0383  -0.0684  0.0078
O  0.0933  0.2059  0.3214
O  0.0978  0.0431  -0.1342
O  0.1648  -0.083  0.3404
Si  0.0596  0.0073  -0.1254
Si  0.064  -0.1444  -0.1542
Si  -0.0154  -0.0687  -0.3121
Si  -0.0182  0.0012  -0.0857
Si  0.021  0.0227  -0.053
Si  -0.042  -0.0264  0.1246
Si  -0.0636  0.1571  0.2311
Si  0.1007  0.0362  -0.1598
Si  0.0321  -0.0745  0.0784
Si  0.1085  -0.0297  -0.041
Si  -0.0509  0.0334  -0.02
Si  0.0623  0.0035  -0.3995
Si  -0.0291  0.01  -0.0302
Si  0.0363  0.0139  0.0015
Si  0.0892  0.0545  -0.2392
Si  0.0973  -0.0264  -0.0956
Si  -0.1361  -0.1432  0.0811
Si  -0.1678  0.1309  -0.12
Si  -0.1267  -0.0189  -0.023
Si  0.0709  0.1178  -0.241
Si  -0.0192  -0.0887  -0.0245
Si  -0.0872  0.016  -0.08
Si  0.253  -0.0189  0.1339
Si  -0.0208  -0.1271  -0.3625
Si  0.0416  0.0683  -0.0086
Si  -0.096  -0.0284  0.1348
Si  -0.0503  -0.0487  0.0584
Si  0.0528  -0.1157  0.3447
Si  0.0885  0.1332  -0.0269
Si  -0.0575  0.1071  -0.1271
Si  0.1349  -0.1186  0.2513
Si  0.0556  -0.1621  0.0799
Si  -0.1788  -0.0882  -0.0242
Si  -0.1338  0.0051  -0.1185
Si  0.009  0.0267  -0.0159
Si  -0.0129  0.1787  0.1495
Si  0.1028  -0.0786  -0.0532
O  -0.0666  0.003  -0.0443
O  -0.0393  -0.0697  -0.0759
O  -0.0991  -0.0244  0.0735
O  -0.0069  0.0017  0.0248
O  -0.1435  0.0206  -0.2329
O  0.0696  -0.0102  0.0148
O  -0.0084  0.0287  0.0105
O  -0.0032  0.1032  -0.3009
O  -0.0675  -0.2001  0.154
O  -0.2223  -0.1453  0.3559
O  -0.0352  0.0183  0.0011
O  -0.0396  0.0376  -0.0005
O  -0.0545  0.0862  0.1314
O  0.0222  0.0451  0.0063
O  -0.0157  -0.0358  0.0216
O  0.0125  -0.0352  0.0235
O  0.0403  -0.0193  0.0198
O  -0.0992  0.1413  0.4129
O  -0.014  -0.0857  -0.0089
O  0.0186  0.0032  0.065
O  -0.036  0.0744  -0.0318
O  0.0501  0.0387  -0.0159
O  0.0186  0.0521  0.1572
O  0.004  0.0189  -0.0056
O  -0.0025  0.0094  0.0581
O  0.0594  0.0241  0.3027
O  -0.0152  0.0424  0.0338
O  0.0012  0.031  -0.0197
O  -0.0049  -0.0136  -0.0643
O  0.0189  -0.0461  0.0298
O  0.02  0.0088  0.0297
O  -0.0276  0.0069  -0.0233
O  -0.0294  0.0563  0.1528
O  -0.067  0.0068  0.003
O  0.0555  0.012  0.1116
O  0.0658  0.0115  0.0067
O  -0.0764  -0.0279  0.1295
O  0.0015  -0.0006  0.0538
O  0.028  -0.0121  -0.0012
O  0.0273  -0.0024  -0.0049
O  0.029  0.0092  -0.1085
O  -0.0562  0.0042  -0.0474
O  -0.0592  0.0071  0.0182
O  0.0019  -0.0377  0.0226
O  0.0439  0.0702  -0.043
O  0.065  -0.0753  0.2838
O  -0.0194  -0.0062  -0.0178
O  0.0203  0.0708  0.0181
O  0.0977  0.0225  -0.0301
O  -0.0009  -0.0299  -0.0445
O  -0.0246  -0.0433  0.0855
O  0.0037  0.0592  -0.0934
O  0.1077  0.0102  -0.0099
O  0.0671  0.0833  -0.214
O  -0.0034  0.0853  -0.0589
O  -0.0203  0.0089  0.0076
O  0.0926  -0.0086  0.1463
O  -0.0769  0.1024  -0.1685
O  0.0148  0.0183  0.0748
O  0.0008  0.016  -0.0108
O  -0.024  -0.061  0.039
O  -0.0065  0.065  0.2184
O  -0.0444  0.0224  0.0162
O  -0.0092  0.0293  0.045
O  0.0429  0.0596  0.2067
O  0.0742  -0.1361  -0.1152

The program warned: the cutoff lies below the one the program advises for these potential files; the forces do not sum to zero within the program's tolerance; the exchange-correlation potential is rough where the density is thin.
